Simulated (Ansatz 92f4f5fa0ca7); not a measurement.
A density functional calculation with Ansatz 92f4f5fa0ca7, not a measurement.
Periodic cell of 244 atoms, Si164O80, from a study of silicon, its oxide and their interface. The atomic structure is a simulated model.
This geometry differs little from another in the collection (a relaxation step or a small displacement).

Settings: functional PBE; potential files Ansatz PAW; basis plane waves; wave-function cutoff 700 eV; density cutoff ratio 5; exchange-correlation grid ratio 1; k mesh 2 x 2 x 1, shifted by 0.5 0.5 0.5 of a step; self-consistency stop 5e-08 eV per atom in the density residual; occupations fixed; spin none; net charge 0.

Cell vectors (angstrom)
a, 10.938, 0, 0
b, 0, 10.938, 0
c, 0, 0, 36.8772

Atoms and the computed forces on them: element, x, y, z (angstrom), force x, y, z (eV/angstrom)
Si, 0, 0, 0.683, -0.0084, 0.0195, -0.0051
Si, 5.469, 0, 0.683, 0.022, 0.0073, -0.006
Si, 2.7345, 2.7345, 0.683, -0.0112, 0.0253, 0.0087
Si, 8.2035, 2.7345, 0.683, -0.0094, 0.031, 0.0179
Si, 0, 5.469, 0.683, 0.0199, -0.0091, -0.0057
Si, 5.469, 5.469, 0.683, 0.0051, -0.0024, 0.0004
Si, 2.7345, 8.2035, 0.683, -0.0339, 0.0312, 0.0141
Si, 8.2035, 8.2035, 0.683, -0.0023, 0.0049, 0.0023
Si, 1.3673, 1.3673, 2.0503, -0.111, 0.055, -0.0914
Si, 6.8362, 1.3673, 2.0503, -0.0762, -0.0277, 0.116
Si, 4.1018, 4.1018, 2.0503, -0.0075, 0.0746, -0.0231
Si, 9.5708, 4.1018, 2.0503, 0.0315, 0.0158, 0.1168
Si, 1.3673, 6.8362, 2.0503, -0.0031, -0.1039, 0.0625
Si, 6.8362, 6.8362, 2.0503, -0.0548, 0.0591, -0.0392
Si, 4.1018, 9.5708, 2.0503, 0.0739, 0.0262, 0.1158
Si, 9.5708, 9.5708, 2.0503, -0.0365, 0.0351, -0.0717
Si, 2.7345, 0, 34.8257, -0.0023, -0.0018, 0.0823
Si, 8.2035, 0, 34.8257, 0.0299, -0.0392, -0.1219
Si, 0, 2.7345, 34.8257, 0.1116, 0.0132, -0.1073
Si, 5.469, 2.7345, 34.8257, 0.068, 0.0378, 0.0982
Si, 2.7345, 5.469, 34.8257, -0.017, -0.0318, -0.1102
Si, 8.2035, 5.469, 34.8257, 0.015, -0.0089, 0.1001
Si, 0, 8.2035, 34.8257, 0.0276, -0.0109, 0.0896
Si, 5.469, 8.2035, 34.8257, 0.048, 0.0974, -0.0682
Si, 4.1018, 1.3673, 36.193, -0.0158, 0.0029, 0.0017
Si, 9.5708, 1.3673, 36.193, 0.0002, -0.0284, -0.0162
Si, 1.3673, 4.1018, 36.193, 0.0037, -0.0306, -0.0008
Si, 6.8362, 4.1018, 36.193, -0.0024, -0.0002, 0.0079
Si, 4.1018, 6.8362, 36.193, 0.025, -0.0303, -0.0117
Si, 9.5708, 6.8362, 36.193, -0.0092, 0.01, 0.0057
Si, 1.3673, 9.5708, 36.193, -0.0013, 0.0059, 0.0045
Si, 6.8362, 9.5708, 36.193, 0.0067, -0.0231, 0.001
Si, -0.4991, 0.491, 26.6559, -0.004, 0.0149, 0.0124
Si, 5.627, -0.5994, 26.1619, 0.026, 0.0243, 0.0299
Si, 2.5735, 2.9658, 26.741, 0.0015, 0.0169, -0.0335
Si, 8.8169, 2.2908, 26.7462, 0.0328, -0.0237, -0.0067
Si, 0.2671, 5.0926, 26.691, 0.0195, -0.0212, -0.0196
Si, 5.0332, 5.9479, 26.7204, -0.0108, -0.0001, 0.0058
Si, 3.2767, 7.607, 26.7145, 0.0173, -0.0141, -0.0287
Si, 8.01, 8.3453, 26.8069, -0.0125, 0.0279, -0.0459
Si, 1.3368, 1.3492, 27.9341, -0.0259, 0.0177, 0.0034
Si, 7.0104, 1.4859, 28.0207, -0.0153, -0.0725, -0.0706
Si, 4.1264, 4.1843, 28.0295, -0.0055, 0.015, 0.0119
Si, 9.6693, 4.0169, 28.0712, 0.0263, -0.0103, 0.0026
Si, 1.4206, 6.7691, 27.9133, -0.0137, -0.0428, 0.0003
Si, 6.7779, 6.8248, 28.071, -0.0363, -0.0052, -0.0049
Si, 4.1651, 9.4348, 27.8473, 0.0587, -0.0023, -0.0223
Si, 9.5581, 9.6596, 27.9951, 0.0082, 0.0095, 0.0113
Si, 2.7889, -0.0511, 29.187, -0.0059, -0.0102, 0.0462
Si, 8.1902, -0.0084, 29.4351, -0.0091, 0.003, -0.0073
Si, 0.0855, 2.696, 29.4574, 0.0066, 0.0141, -0.0277
Si, 5.5579, 2.8134, 29.3292, -0.0195, 0.0336, 0.059
Si, 2.7247, 5.4723, 29.4289, -0.003, -0.0084, -0.0189
Si, 8.2257, 5.4358, 29.3253, -0.0022, -0.0287, 0.0176
Si, 0.0623, 8.2279, 29.2408, 0.0035, -0.0001, 0.018
Si, 5.4893, 8.2375, 29.4268, -0.0149, 0.0135, -0.025
Si, 4.137, 1.3638, 30.6062, 0.0048, 0.0003, 0.0019
Si, 9.5888, 1.3609, 30.7675, -0.0103, -0.0037, -0.0173
Si, 1.4059, 4.0938, 30.8007, -0.0093, 0.0031, 0.0108
Si, 6.8784, 4.129, 30.7636, -0.0044, -0.0192, -0.0352
Si, 4.0989, 6.8622, 30.7569, 0.0027, -0.0004, -0.0146
Si, 9.6126, 6.8566, 30.6424, -0.0042, 0.003, 0.0127
Si, 1.4252, 9.5708, 30.6519, -0.0059, -0.0043, -0.0394
Si, 6.8455, 9.574, 30.7963, 0.0012, 0.0112, 0.0077
Si, 0.0414, -0.0224, 32.0704, 0.0126, -0.015, -0.0045
Si, 5.4557, 0.0267, 32.0827, -0.0091, 0.0019, -0.0078
Si, 2.7907, 2.6978, 32.0805, 0.0081, 0.0022, -0.0185
Si, 8.223, 2.738, 32.1183, -0.0018, 0.0013, -0.0085
Si, -0.0001, 5.4878, 32.0832, -0.0086, 0.0027, -0.0108
Si, 5.4834, 5.4899, 32.1038, 0.0033, -0.0013, -0.0075
Si, 2.7322, 8.222, 32.0971, -0.0034, 0.0016, 0.0061
Si, 8.2431, 8.187, 32.0865, 0.0111, -0.0232, -0.0272
Si, 1.3838, 1.3618, 33.4488, 0.0061, 0.0019, 0.0064
Si, 6.8339, 1.3748, 33.4609, -0.0121, -0.0018, 0.0006
Si, 4.1196, 4.1003, 33.4561, 0.0005, -0.0157, -0.004
Si, 9.5795, 4.1182, 33.4645, 0.0037, 0.0142, 0.0029
Si, 1.3671, 6.8481, 33.458, -0.0116, -0.0029, 0.0003
Si, 6.855, 6.8439, 33.4635, 0.009, 0.0054, 0.0006
Si, 4.1019, 9.5855, 33.4577, 0.004, 0.0127, 0.0037
Si, 9.5946, 9.5702, 33.4519, -0.0046, -0.0001, 0.001
Si, 2.7227, 0.0116, 3.4074, 0.0003, 0.0233, 0.0028
Si, 8.2052, -0.0047, 3.4208, -0.0056, -0.0205, -0.0035
Si, 0.0082, 2.7369, 3.4294, 0.0095, 0.0033, -0.0015
Si, 5.4516, 2.737, 3.4226, -0.0055, 0.0023, -0.0097
Si, 2.7509, 5.4778, 3.4305, -0.0109, -0.0144, -0.0037
Si, 8.1909, 5.475, 3.4159, 0.0071, -0.0026, -0.0011
Si, -0.016, 8.1954, 3.4068, -0.0076, -0.0021, -0.0023
Si, 5.4772, 8.2027, 3.4314, 0.0114, 0.0003, -0.0058
Si, 4.0302, 1.4181, 4.7945, -0.0064, -0.0111, 0.0154
Si, 9.5709, 1.3589, 4.785, -0.0027, 0.0055, 0.0091
Si, 1.3823, 4.1115, 4.801, 0.0141, -0.0103, 0.0064
Si, 6.8185, 4.1119, 4.7786, -0.0183, 0.023, -0.001
Si, 4.1172, 6.842, 4.8176, -0.0029, 0.0048, -0.0014
Si, 9.5283, 6.8656, 4.789, -0.0095, 0.0205, 0.0203
Si, 1.3708, 9.5513, 4.7431, -0.0127, 0, 0.0042
Si, 6.8354, 9.5795, 4.8083, 0.007, -0.0057, 0.0158
Si, 0.0016, -0.0561, 6.1127, 0.0085, 0.0113, 0.0438
Si, 5.4071, 0.033, 6.0877, 0.0064, 0.0017, -0.0219
Si, 2.6949, 2.7662, 6.2695, -0.0054, 0.0062, -0.0049
Si, 8.1817, 2.7404, 6.1183, 0.009, 0.0021, 0.0162
Si, -0.004, 5.5081, 6.0974, 0.0014, -0.0066, 0.0019
Si, 5.4642, 5.4514, 6.2009, 0.0127, -0.0116, 0.0352
Si, 2.7392, 8.2414, 6.1462, -0.0052, 0.006, 0.0076
Si, 8.175, 8.2064, 6.2359, 0.0031, 0.0036, -0.0173
Si, 1.3001, 1.2858, 7.5429, 0.0356, -0.0454, -0.0752
Si, 6.7131, 1.4307, 7.4336, -0.0205, -0.0196, 0.0212
Si, 4.0973, 4.1586, 7.663, 0.0228, -0.0035, -0.0456
Si, 9.5846, 4.1261, 7.4316, 0.0103, -0.0135, -0.001
Si, 1.331, 6.8909, 7.4693, 0.0011, 0.0127, 0.0167
Si, 6.8037, 6.8088, 7.6157, -0.0085, 0.0022, -0.0199
Si, 4.091, 9.6417, 7.516, -0.0157, 0.032, 0.0179
Si, 9.5879, 9.5944, 7.5674, 0.0172, 0.0205, -0.0255
Si, 2.7719, 0.0807, 8.9837, 0.0113, -0.0236, -0.0393
Si, 8.0904, 0.0658, 8.7367, -0.0239, 0.0127, -0.0112
Si, -0.2194, 2.5671, 8.8021, -0.0067, 0.078, 0.0738
Si, 5.5138, 2.798, 9.0188, 0.0009, -0.0148, -0.0103
Si, 2.7522, 5.6799, 8.9107, -0.0554, -0.0179, 0.0346
Si, 8.2798, 5.4339, 8.8868, -0.0208, -0.0178, -0.0003
Si, 0.0843, 8.2742, 8.9444, 0.0226, -0.025, 0.0018
Si, 5.3854, 8.2141, 8.9204, 0.0224, 0.0276, 0.0111
Si, 4.4305, 1.1508, 10.3744, 0.0268, -0.0346, 0.0482
Si, 8.8175, 1.8789, 10.0241, -0.0051, 0.0227, 0.0036
Si, 1.4231, 4.5604, 10.4561, -0.0189, -0.0269, -0.0317
Si, 7.3012, 3.7738, 10.2639, -0.0118, -0.0186, -0.0095
Si, 3.5008, 7.5326, 10.1956, -0.0089, 0.0172, 0.0204
Si, 9.915, 6.5676, 10.16, 0.0127, -0.0349, 0.0368
Si, 1.8371, 9.2824, 10.2411, 0.009, -0.0153, -0.0084
Si, 6.6353, 9.7885, 10.0869, -0.0135, 0.0051, 0.0199
O, 0.9047, 3.1248, 9.8901, 0.0203, -0.0025, 0.0455
O, 7.328, 9.2083, 11.4644, -0.0049, 0.0191, 0.0138
O, 3.6306, 7.2459, 11.8191, 0.0069, -0.0142, 0.0129
O, 9.1685, 7.0872, 11.5327, 0.0289, 0.0101, 0.0236
O, 4.0919, 1.5039, 11.9621, 0.0117, 0.0197, -0.005
O, 2.2309, 4.1463, 11.8138, -0.008, -0.0002, 0.0091
O, 38.3444, -21.9241, 10.5947, 0.0072, 0.0071, 0.0412
O, 0.1156, 5.5084, 10.7534, 0.0009, -0.0044, 0.0129
O, 8.7348, 7.4538, 25.6314, 0.021, 0.0044, 0
O, 3.0119, 8.1268, 25.1363, -0.0252, 0.0052, -0.0003
O, 14.2459, 2.3922, 25.3794, -0.004, 0.0222, -0.0191
O, 5.9797, 11.7592, 26.8958, -0.0072, 0.0088, -0.0274
O, 5.2536, -0.2925, 24.5763, 0.0065, 0.0182, 0.0059
O, 17.8841, -1.5704, 26.071, -0.0089, 0.0031, -0.0131
O, 10.4449, 5.4843, 25.2561, 0.0022, 0.0225, 0.0085
O, 1.4394, 4.0445, 26.2021, -0.0141, 0.0103, -0.0377
Si, 7.8272, 7.3553, 16.8083, 0.0013, -0.0024, 0.0011
Si, 2.5698, 10.46, 19.7989, -0.0001, 0.0009, -0.0045
Si, 14.0716, 13.3965, 19.5844, 0.0004, 0.0024, -0.0032
Si, 9.7797, 9.797, 17.3268, 0.0008, -0.0007, -0.0027
Si, 9.3955, 1.0342, 12.0773, -0.0021, 0.0068, 0.0084
Si, 6.6073, 6.3465, 19.4616, 0.0025, -0.0023, -0.0036
Si, 0.7794, 9.7884, 12.3477, -0.0308, 0.0049, 0.0305
Si, 3.6293, 2.9545, 23.8769, -0.004, -0.0012, 0.0094
Si, 7.9259, 2.9313, 24.6672, -0.0155, 0.003, -0.0117
Si, -0.4062, 2.8594, 14.2639, -0.0069, 0.0055, -0.0042
Si, 5.5542, 8.5629, 15.0036, -0.0032, -0.0003, -0.0001
Si, 4.1609, 6.4116, 13.1042, 0.0012, -0.0057, 0.0006
Si, 0.6961, 11.1208, 15.1984, 0.0037, -0.0021, 0.0051
Si, 5.1878, 0.2655, 15.9712, -0.0001, 0.0005, -0.0008
Si, 15.1816, 18.7839, 20.4711, 0.0043, -0.0022, -0.0049
Si, 2.3962, 4.102, 13.4365, -0.0003, 0.0009, 0.0028
Si, 9.1517, 8.6997, 22.75, -0.0031, -0.0058, -0.0003
Si, 6.5014, 7.3653, 22.2897, 0.0038, 0.0007, 0.0012
Si, 9.8196, 7.5508, 12.9569, 0.0041, -0.0026, -0.0064
Si, 10.9157, 9.0017, 20.2295, -0.0063, -0.0001, -0.0036
Si, 7.6959, 9.6737, 12.9839, 0, 0.0017, -0.0007
Si, 6.2509, 14.1167, 19.2826, 0.0011, 0.0005, -0.0037
Si, 7.3436, 12.0196, 20.9863, -0.0017, -0.0067, 0.0025
Si, -0.1352, 10.8009, 24.3887, 0.0038, -0.0129, -0.0144
Si, 16.6754, 5.217, 24.589, 0.0133, -0.0175, -0.0128
Si, 4.7055, 2.0911, 13.3755, 0.0016, -0.0013, 0.0013
Si, 8.8504, 5.3019, 14.6532, 0.0044, -0.0012, 0.0094
Si, 12.371, 14.7217, 21.7976, -0.0022, 0.0015, 0.0017
Si, 1.657, 8.4833, 24.3155, 0.0017, 0.0034, 0.0033
Si, 5.7497, 0.8596, 23.5117, 0.0009, -0.0074, 0.0087
Si, 10.0548, 6.999, 24.8145, -0.0029, -0.0114, 0.0068
Si, 18.4224, 0.7753, 18.0039, 0.003, -0.002, -0.0027
Si, 6.589, 4.3807, 12.5158, -0.0185, 0.0011, 0.0096
Si, 2.6819, 11.899, 17.3047, -0.0049, 0.0004, -0.0016
Si, 9.8772, 2.1375, 22.4766, -0.005, 0.0081, -0.0063
Si, 12.5364, 6.859, 21.5222, -0.0055, -0.0047, 0.0006
O, 4.4706, 1.7914, 23.1073, 0.0097, 0.0064, 0.0195
O, -0.1539, 12.1071, 23.4223, -0.0114, -0.0024, -0.0083
O, 8.8292, 8.6284, 16.7158, -0.007, -0.0059, 0.0071
O, 5.1284, 8.0998, 21.8177, 0.0056, -0.0267, -0.0226
O, 11.2727, 8.2447, 12.7228, -0.024, 0.0026, 0.0057
O, 2.3036, 13.2364, 18.1695, 0.0226, -0.0266, 0.0175
O, 10.9406, 13.9557, 21.6105, 0.0083, -0.0009, 0.0177
O, 12.9595, 11.7795, 15.8508, -0.0108, -0.0152, 0.017
O, 5.1733, 7.1364, 19.3256, 0.0158, -0.0019, 0.0306
O, 4.687, 7.4617, 14.2101, 0.0121, 0.0084, -0.0089
O, 13.9926, 17.7263, 20.8047, -0.0037, 0.0206, 0.003
O, 6.0757, 2.9348, 13.0864, -0.0251, 0.0189, -0.003
O, 7.2321, 11.1793, 19.5636, 0.0063, 0.027, 0.0104
O, 7.0844, 4.3184, 24.8578, -0.0164, -0.0015, -0.0154
O, 13.2223, 10.5829, 18.1909, 0.0103, 0.025, 0.0168
O, 8.8973, 12.1884, 21.5019, -0.0117, 0.01, 0.0115
O, 7.6566, 5.0427, 13.5659, 0.0156, -0.0011, 0.0073
O, 2.9508, 5.5872, 13.8434, 0.0137, -0.0102, -0.0209
O, 2.2307, 3.2492, 23.1113, 0.0054, -0.0002, -0.0186
O, 8.2096, 11.2373, 12.9817, 0.0117, -0.0304, -0.0087
O, 8.8374, 8.6811, 13.5928, 0.0049, -0.004, -0.0214
O, 7.639, 6.9965, 18.3864, -0.0199, -0.0058, -0.0108
O, 6.9001, 1.7337, 24.2571, -0.0082, 0.008, -0.0208
O, 8.9923, 3.1292, 23.4328, 0.0027, -0.0318, -0.0107
O, 5.317, 5.4179, 12.5022, -0.0063, -0.0067, 0.0273
O, 9.5773, 9.8136, 23.8745, 0.0182, -0.0027, -0.0245
O, 10.9291, 10.0443, 16.1903, -0.0019, 0.0193, 0.0035
O, 12.1081, 10.0845, 20.5591, 0.0064, -0.0227, -0.0219
O, 14.6126, 9.2906, 20.0072, -0.023, -0.0077, 0.0085
O, 13.3113, 14.4974, 20.4886, -0.0023, -0.0191, 0.0082
O, 6.4273, 9.4684, 13.9615, 0.0018, -0.0227, -0.0027
O, 9.6896, 9.1754, 21.2911, 0.0113, -0.01, 0.0094
O, 12.6551, 7.8193, 22.8398, -0.0007, -0.0084, -0.0075
O, 9.7733, 7.2334, 23.2169, -0.0125, 0.0334, 0.0176
O, 4.2813, 1.0506, 17.0591, -0.0141, -0.0211, -0.0177
O, 11.4918, 7.4871, 20.4348, 0.0142, 0.0193, 0.0188
O, 6.4199, 7.7703, 16.1179, 0.0094, 0.0068, -0.0081
O, 7.1023, 13.3206, 18.1, -0.0151, -0.0091, 0.026
O, 9.9656, 2.4058, 12.7936, 0.0027, -0.0031, 0.0218
O, 10.4095, 9.2204, 18.7117, 0.0028, 0.0095, 0.0037
O, 5.136, 1.0247, 14.5258, -0.0124, -0.0003, 0.0128
O, 6.5056, 4.7645, 19.121, -0.003, -0.0002, 0.0116
O, 3.5139, 3.0364, 13.9475, 0.0093, 0.0002, -0.0155
O, 6.6362, 11.1057, 16.7378, -0.0087, 0.0029, -0.0046
O, -0.3263, 1.4452, 15.0584, 0.013, -0.0035, -0.0033
O, 17.7317, 2.6093, 20.7212, 0.0014, -0.0269, -0.0326
O, 12.0705, 5.3727, 21.9522, 0.0074, 0.0019, -0.0098
O, 3.135, 11.9116, 20.3172, -0.0154, 0.0038, -0.0304
O, 7.1256, 6.5325, 21.0098, -0.03, 0.0159, -0.005
O, 7.5416, 8.5361, 22.732, 0.0117, -0.0247, -0.0151
O, 15.5807, 2.9451, 19.2482, -0.0047, -0.0081, 0.0137
O, 1.3471, 10.0865, 24.1835, -0.0207, -0.0158, -0.0099
O, -0.4244, 10.7842, 11.8136, 0.0056, -0.0096, 0.0109
O, 1.2222, 10.4713, 13.787, -0.013, -0.0035, -0.0033
O, 8.3598, 6.0228, 16.0242, 0.0004, 0.0097, -0.0155
O, 9.5038, 3.8591, 15.0325, 0.0062, 0.0037, -0.0265
O, 11.3507, 7.9132, 25.2267, 0.0068, -0.0147, -0.0354
O, 6.1697, 6.3927, 23.5451, -0.0016, 0.0013, -0.0183
O, 6.4177, 11.262, 22.1094, 0.0107, 0.0328, -0.0064
O, 9.9676, 6.2768, 13.9533, -0.0307, -0.0001, -0.0072
O, 9.0082, 11.2204, 17.6359, 0.0083, -0.026, 0.0014
O, 15.4623, 4.329, 23.9191, 0.0033, -0.0174, 0.0031
O, 0.9969, 3.6762, 14.1371, -0.0043, -0.0094, -0.0143
O, 4.6238, 9.6764, 15.7536, 0.0217, 0.0112, -0.0044

Results
free energy: -149773.750 eV
free energy less fixed offsets of O -569.03, Si -635.61 eV per atom: -11.310 eV

The program warned: the cutoff lies below the one the program advises for these potential files; the exchange-correlation potential is rough where the density is thin.
